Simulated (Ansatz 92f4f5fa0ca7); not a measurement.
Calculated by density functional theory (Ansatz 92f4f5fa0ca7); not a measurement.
Periodic cell of 223 atoms, Si132O90B1, from a study of silicon, its oxide and their interface. The atomic structure is a simulated model.
Doubt: the cutoff is far below the 930 eV that the study's wrapper takes by default for these files, so forces and energies are approximate.
This geometry differs little from another in the collection (a relaxation step or a small displacement).

Settings: functional PBE; potential files Ansatz PAW; basis plane waves; wave-function cutoff 580 eV; density cutoff ratio 5; exchange-correlation grid ratio 1; k mesh 1 x 1 x 1, Gamma-centred; self-consistency stop 5e-08 eV per atom in the density residual; occupations fixed; spin none; net charge -1 e, with a uniform compensating background and no finite-size correction.

Cell vectors (angstrom)
a  10.938  0  0
b  0  10.938  0
c  0  0  32.1988

Atoms and the computed forces on them: element, x, y, z (angstrom), force x, y, z (eV/angstrom)
Si  10.5816  0.2265  24.8804  -0.0025  0.0031  0.0148
Si  5.7343  10.6777  24.7562  0.0013  -0.0011  0.0134
Si  2.4769  2.9149  24.6534  -0.0025  0.0018  0.014
Si  8.4225  2.4664  24.8466  0.0028  -0.0018  0.0148
Si  0.2735  5.1645  24.7729  0.0017  -0.0022  0.0137
Si  5.151  5.7502  24.701  -0.0019  0.0015  0.0114
Si  2.9301  8.0062  24.6141  0.0012  -0.0009  0.0124
Si  7.9335  8.4339  24.7473  -0.0012  0.002  0.0135
Si  1.3244  1.3834  26.0536  -0.0016  0.0027  -0.0014
Si  6.8389  1.3097  26.1362  0.003  -0.0018  -0.0003
Si  4.0417  4.1049  26.001  -0.0009  0.0007  -0.0022
Si  9.6064  4.0587  26.1076  0.0025  -0.0022  -0.0011
Si  1.394  6.826  26.0183  -0.0003  -0.0007  -0.0015
Si  6.7624  6.8518  26.0432  -0.0004  0.001  -0.0022
Si  4.098  9.5346  26.0148  0.0004  -0.0005  -0.0023
Si  9.4608  9.5674  26.1607  -0.003  0.0027  -0.0004
Si  2.7211  -0.0083  27.3648  -0.0001  -0.0005  -0.0044
Si  8.1534  -0.0232  27.5763  -0.0011  -0.0008  0.0036
Si  0.006  2.7145  27.5175  -0.0012  0.0002  0.0012
Si  5.433  2.7433  27.3853  0.0004  -0.0015  -0.0035
Si  2.724  5.4635  27.4496  0.0001  0.0004  0.0006
Si  8.1795  5.4697  27.3758  0.0011  -0.002  -0.004
Si  -0.0132  8.1807  27.3932  0.0002  -0.0011  -0.0034
Si  5.4339  8.198  27.471  -0.0013  0  0.0014
Si  4.071  1.366  28.7658  0.0001  0.0005  0.0044
Si  9.5672  1.3489  28.8761  -0.0008  -0.001  -0.0088
Si  1.3637  4.1099  28.8454  -0.0004  -0.005  -0.0054
Si  6.8212  4.1006  28.7643  0  0  0.0047
Si  4.0904  6.8158  28.8301  0.0002  -0.0007  -0.0024
Si  9.5482  6.8232  28.7724  -0.0008  0.0017  0.0037
Si  1.3576  9.5656  28.7583  -0.0014  0.0005  0.0049
Si  6.7791  9.5451  28.8858  0.0075  0.0013  -0.0093
Si  0.0122  -0.0304  30.1954  0.0011  -0.0008  0.0004
Si  5.4178  0.0144  30.1885  -0.0028  0.0036  0.0002
Si  2.7345  2.7256  30.187  0.0001  0.0002  0.0003
Si  8.1783  2.7456  30.1754  -0.0006  0.0008  -0.0015
Si  -0.0296  5.473  30.1757  -0.0016  0.0021  -0.0008
Si  5.4754  5.4538  30.1803  0  -0.0013  0.0001
Si  2.7111  8.2075  30.155  -0.001  0.0009  -0.0017
Si  8.1988  8.1764  30.19  0.0009  -0.0006  0.0012
Si  1.3623  1.3605  31.5634  -0.0001  -0.001  -0.001
Si  6.8086  1.3771  31.54  0.0004  0.0008  0.002
Si  4.1152  4.087  31.558  0.0001  -0.0002  0.0008
Si  9.5526  4.1003  31.5501  0.0011  -0.0024  -0.0006
Si  1.3461  6.8504  31.5264  0  -0.0005  0.0014
Si  6.8393  6.8143  31.5673  0.0013  -0.0012  0.0006
Si  4.0629  9.5727  31.5466  -0.0006  -0.0004  0.0021
Si  9.5737  9.5414  31.5602  0.0001  -0.0006  0.0007
Si  2.7236  -0.003  0.743  -0.0011  0.002  0.0004
Si  8.1927  0.0057  0.6877  0.0033  0.0003  -0.0021
Si  -0.0174  2.7355  0.7288  0  -0.0002  0.0012
Si  5.4763  2.7301  0.7573  -0.0033  0.0012  0.0001
Si  2.7244  5.4845  0.6826  0.0005  -0.0029  -0.0029
Si  8.2058  5.45  0.7483  -0.002  0.0035  0.0006
Si  0.004  8.1823  0.7486  -0.0021  0.0023  -0.0001
Si  5.4554  8.211  0.706  0.0016  -0.0003  0.0003
Si  4.089  1.3687  2.1139  0.0064  -0.0003  0
Si  9.5411  1.3545  2.0881  -0.0029  -0.0019  -0.0019
Si  1.366  4.1344  2.0646  -0.0012  0.0067  -0.003
Si  6.8673  4.0764  2.1365  -0.0004  -0.0074  -0.0002
Si  4.0955  6.833  2.0704  -0.0025  -0.0001  0.002
Si  9.5851  6.8008  2.1182  0.0043  0.0006  -0.0002
Si  1.3621  9.5693  2.1124  -0.0006  -0.0052  -0.0008
Si  6.82  9.5972  2.0625  -0.004  0.0031  0.0014
Si  -0.0099  0.0147  3.4514  0.0005  -0.0106  -0.0173
Si  5.4797  0.0197  3.4842  -0.0064  0.0032  -0.0071
Si  2.7066  2.7651  3.4335  0.0005  -0.0113  -0.0032
Si  8.2325  2.7093  3.5391  -0.0003  0.0098  -0.0096
Si  0.0004  5.4213  3.5178  -0.0057  0.0014  -0.0108
Si  5.4683  5.4651  3.4352  0.0066  0.0061  -0.0063
Si  2.7526  8.2034  3.4662  -0.0039  0.0031  -0.0059
Si  8.1964  8.2197  3.3918  0.0015  -0.0076  -0.0044
Si  1.2354  1.5173  4.7979  -0.0058  0.0248  0.0565
Si  6.8168  1.3629  4.9245  -0.004  -0.0058  -0.0003
Si  4.1108  4.1032  4.8126  -0.0036  0.0003  -0.0003
Si  9.7503  3.8989  4.9429  0.0331  -0.0373  0.0447
Si  1.3974  6.8323  4.8358  0.0016  0.002  -0.0008
Si  6.8597  6.8488  4.7512  0.0054  -0.0059  0.014
Si  4.1197  9.5855  4.8395  0.0045  -0.0016  0.0108
Si  9.5252  9.5731  4.7849  -0.0047  0.003  0.0005
Si  2.7188  0.1278  6.0459  -0.0063  0.0042  -0.0315
Si  8.2431  0.0185  6.2607  0.0081  0.0064  0.0101
B  0.049  2.6448  6.0545  0.0008  0.0301  -0.0385
Si  5.4333  2.7561  6.2992  0.0088  0.0037  -0.0002
Si  2.7205  5.4217  6.2064  0.0016  0.0025  0.0074
Si  8.244  5.4089  6.0536  -0.0068  0.0103  -0.015
Si  -0.0103  8.2181  6.1418  0.0003  -0.0057  -0.0015
Si  5.5305  8.2254  6.2052  -0.0051  -0.0012  -0.011
Si  3.7647  1.6074  7.5833  -0.0076  0.0038  0.0057
Si  9.9561  1.3533  7.2624  -0.0078  -0.0312  -0.0107
Si  1.3956  3.6566  7.1677  -0.0009  -0.0182  -0.0364
Si  6.6317  4.4464  7.478  -0.0014  0.0036  -0.0171
Si  4.3625  6.6409  7.4998  -0.0015  -0.0009  -0.0181
Si  9.3569  6.9661  7.3974  -0.0005  -0.0156  -0.0162
Si  1.1019  9.964  7.2849  -0.0025  0.0076  0.0002
Si  7.167  9.276  7.6314  -0.0047  0.0114  -0.0238
O  8.2734  8.0936  7.8616  0.0108  0.0085  0.017
O  2.5656  2.7009  7.8942  0.0117  -0.0066  0.0079
O  9.5143  1.3506  24.2803  0  -0.0007  -0.0079
O  4.0462  6.8645  24.1298  0.0005  -0.0003  -0.0044
O  0.0284  0.1482  7.8604  0.0072  -0.0051  0.0038
O  5.505  5.5493  8.0089  -0.0074  -0.0004  0.0118
O  6.8446  9.5676  24.2052  -0.0008  -0.0001  -0.0058
O  1.3655  4.0575  24.1739  -0.0004  0.0013  -0.0066
O  3.8621  7.4818  8.8636  -0.0038  0.0043  0.014
O  0.6049  4.328  8.4502  -0.0011  -0.0312  0.0168
O  9.8087  6.285  8.8445  -0.0039  0.0048  0.004
O  1.9419  9.3871  8.5765  0.0009  -0.0063  0.0114
O  7.4275  3.9735  8.85  0.0014  -0.0021  0.0093
O  4.2491  0.9917  9.0629  0.0065  0.0009  0.0101
O  6.7472  9.5673  9.2056  -0.0056  0.0025  0.026
O  9.225  2.0022  8.6252  0.0088  0.0079  0.011
O  7.7149  3.1575  23.5327  -0.0066  0.0053  -0.0127
O  10.4969  5.8411  23.4579  -0.0052  0.0053  -0.0119
O  5.0905  0.4312  23.409  -0.0041  0.0049  -0.0122
O  5.8632  5.0975  23.3624  0.0036  -0.0048  -0.0095
O  3.1046  2.2079  23.2808  0.0062  -0.0049  -0.0112
O  2.2893  8.7209  23.2413  -0.0059  0.0045  -0.0109
O  8.6092  7.7467  23.4021  0.0057  -0.0044  -0.0112
O  0.2275  10.3511  23.5915  0.0034  -0.0049  -0.0117
Si  4.3946  1.5721  22.4831  -0.0012  0.0002  0.0154
Si  3.5024  7.9313  14.0155  -0.0003  0.0006  -0.01
Si  7.1432  0.9609  14.6336  0.0009  0.0009  -0.0084
Si  0.9388  9.358  22.539  0.0013  -0.0016  0.0147
Si  1.2017  4.2813  11.8258  0.0008  -0.0011  -0.0097
Si  6.2791  8.9652  15.3034  -0.0006  -0.0005  -0.0045
Si  0.7074  1.3346  12.259  0.001  -0.0007  -0.0097
Si  8.6337  4.9505  20.5139  -0.0019  0.0026  0.0096
Si  0.3045  5.6662  9.284  -0.0052  0.0258  -0.0171
Si  5.1099  3.1119  17.9201  -0.001  -0.0009  0.0004
Si  0.887  3.7363  16.7064  -0.0005  -0.001  -0.0019
Si  10.4072  2.8393  19.208  -0.0005  0.0006  0.0055
Si  5.3133  1.2042  10.2983  -0.0021  -0.0036  -0.0179
Si  0.8949  0.1709  19.8521  0.0028  -0.0035  0.0079
Si  6.6536  9.4785  10.8329  -0.0033  0.0026  -0.019
Si  9.3528  9.6747  18.3148  0.0011  0.0013  0.0014
Si  9.3962  9.2538  12.5532  -0.0022  0.0028  -0.0109
Si  6.5778  3.8483  22.601  0.0002  -0.0008  0.0137
Si  2.4046  8.0459  9.3435  0.0018  0.0003  -0.0219
Si  10.6038  7.3642  17.0664  -0.0004  0.0004  -0.001
Si  2.5216  6.2896  16.563  0.0004  0.0006  -0.0038
Si  10.1901  4.4817  14.1338  0.0002  -0.0024  -0.0096
Si  6.15  9.1835  18.5023  -0.001  0.0015  0.0005
Si  7.9923  2.5919  9.4948  -0.0022  -0.0013  -0.0176
Si  8.9042  2.1255  12.395  -0.0014  0.0029  -0.0138
Si  5.3535  6.237  18.0504  0.0008  -0.0005  0.0006
Si  3.9366  0.5567  19.4724  -0.0012  0.0009  0.0094
Si  4.307  3.8442  12.0204  -0.0003  -0.0031  -0.0104
Si  5.5586  6.6166  12.1158  0.0003  0.004  -0.0101
Si  8.0259  2.4916  17.1997  0  -0.0007  -0.001
Si  4.3776  2.4812  14.9373  -0.0005  0.0023  -0.0076
Si  1.5629  1.1992  15.2265  -0.0007  0.0008  -0.0075
Si  1.5818  9.3805  12.0143  0.0044  -0.0019  -0.0124
Si  8.0634  6.8505  13.8503  -0.0006  -0.0004  -0.0076
Si  10.3948  9.8346  15.4722  -0.0011  0.0009  -0.0063
Si  9.805  7.0105  22.5704  -0.0002  0.0003  0.0137
Si  8.1274  5.4795  17.409  0.0007  -0.0007  0.0026
O  6.0547  7.9792  11.2848  -0.0017  -0.0064  0.0069
O  6.0343  9.2084  16.8854  0.0001  0  0.0016
O  7.7086  1.3551  13.1654  -0.0019  -0.0016  0.007
O  0.9199  1.7178  13.8329  0.0014  -0.0003  0.0077
O  9.4497  6.2424  16.8757  0.0003  0.0006  0.0002
O  6.7713  6.2097  13.122  0.0031  -0.0002  0.0044
O  5.1481  4.6497  18.5901  -0.0001  0.0007  -0.0009
O  9.2313  2.1374  18.2663  -0.0006  -0.0002  -0.0014
O  2.3799  0.0924  19.0896  0.0001  0.0001  -0.0031
O  9.4293  10.2311  16.7573  -0.0003  -0.0003  0.001
O  2.8113  4.4187  11.683  0.005  -0.0008  0.0021
O  5.078  10.3188  19.1029  0.0019  -0.0018  -0.0019
O  9.4381  3.234  13.4392  0.0008  0.0022  0.0045
O  0.4645  1.7624  19.9436  -0.0009  0.0009  -0.0017
O  3.1793  1.3515  15.0397  0.0001  -0.0004  0.002
O  8.1716  5.3857  19.0254  -0.0008  0.0004  -0.0049
O  3.9058  6.5861  17.3778  0.0007  0  0.0008
O  4.577  3.2749  16.3689  0.0003  0.0005  0.0021
O  9.0761  5.6592  14.2879  -0.0005  0.0008  0.0022
O  5.4583  2.76  22.1483  -0.0002  -0.0002  -0.0042
O  10.6873  4.1348  15.6348  0.0003  -0.0004  0.0049
O  0.3365  3.8515  18.2422  0.0008  0.0007  -0.0009
O  10.4387  10.5066  19.2144  -0.002  -0.0005  -0.0025
O  9.6504  10.0271  14.0217  0.0011  0.0002  0.0059
O  10.8977  8.1263  22.1061  0.0002  0.0005  -0.0042
O  1.2117  2.1568  16.4936  0.0003  0.0004  0.0018
O  9.7424  3.7506  20.3929  0.0017  -0.0022  -0.0038
O  8.1561  4.0266  16.6862  -0.0002  0.0004  -0.0001
O  -0.0359  9.0977  11.9025  -0.0028  0.0001  0.0029
O  6.5915  2.4005  17.9768  0.0004  0.0001  -0.0001
O  5.5954  10.7391  11.1636  0.0003  -0.0021  0.0067
O  7.7621  9.5891  18.833  0.0001  -0.0002  -0.0006
O  10.0561  0.9949  12.0387  0  -0.0011  0.0035
O  1.3984  6.8278  9.0098  0.0002  0.0037  0.0037
O  0.635  4.7551  13.2938  -0.0018  0.0021  0.0101
O  5.7159  7.619  18.9645  -0.0002  -0.0005  -0.0007
O  5.2514  5.104  11.5007  0.0003  0.0006  0.0032
O  2.7256  6.9894  15.1081  -0.0012  -0.0013  0.0043
O  0.952  2.7078  11.4354  -0.0001  -0.0015  0.0012
O  0.8799  10.676  15.5394  0.0001  -0.0009  0.0026
O  2.3853  8.4998  10.9089  -0.0037  0.0067  0.0164
O  4.7643  2.4501  11.2567  -0.0031  0.0071  0.0073
O  4.2684  3.5145  13.6587  -0.0002  -0.002  0.0068
O  2.2017  4.6833  16.4681  0.0011  0.0009  0.0005
O  10.7132  8.2454  15.6884  0.0004  -0.0009  0.0014
O  6.9371  10.2947  14.6572  -0.0002  -0.0006  0.0023
O  2.3548  8.9496  13.4109  0.0018  -0.0016  0.0054
O  8.0588  1.5225  15.8821  0.0004  0.0006  0.0026
O  4.147  6.9947  12.8533  -0.0019  0.0012  0.005
O  4.19  2.0044  18.7156  0.001  0.0017  -0.0025
O  7.3036  4.4088  21.2667  0.0034  0.0018  -0.0071
O  8.4559  2.8836  11.0374  0.0023  0.0003  0.021
O  1.1954  6.8669  17.3521  0  0  0.0007
O  5.6853  1.5932  14.7411  0.0008  -0.0006  0.0026
O  8.1364  9.7628  11.581  0.0072  -0.0007  0.0073
O  9.2159  6.2801  21.244  -0.0022  -0.0037  -0.0071
O  8.9714  7.7225  12.8512  -0.0007  -0.0023  0.0039
O  1.6798  0.0863  11.8455  -0.001  0.0005  0.0032
O  6.6635  6.1421  17.0531  -0.0009  0.0002  -0.0001
O  7.4087  7.7993  15.0311  -0.0007  0.0011  0.0028
O  1.2127  10.2915  21.232  -0.0001  0.0045  -0.0098
O  10.0409  8.1942  18.3449  0.0002  -0.0004  -0.0006
O  3.9667  0.8579  21.0828  -0.0013  -0.0027  -0.0107
O  0.3572  5.266  10.8524  -0.0054  0.0044  0.0327
O  6.7417  1.5512  9.5869  -0.003  -0.0009  0.005
O  4.786  8.709  14.6799  0.0016  0.0006  0.003

Results
free energy: -135251.079 eV
free energy less fixed offsets of B -154.04, O -568.88, Si -635.61 eV per atom: 2.681 eV

The program warned: the cutoff lies below the one the program advises for these potential files; the forces do not sum to zero within the program's tolerance; the exchange-correlation potential is rough where the density is thin.
